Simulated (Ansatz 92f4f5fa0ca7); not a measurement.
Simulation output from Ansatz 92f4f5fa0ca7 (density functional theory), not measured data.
Periodic cell of 241 atoms, Si128O81H32, with a vacuum gap, from a study of silicon, its oxide and their interface. The atomic structure is a simulated model.

Settings
functional: r2SCAN
potential files: Ansatz PAW
basis: plane waves
wave-function cutoff: 800 eV
density cutoff ratio: 5
exchange-correlation grid ratio: 1
k mesh: 1 x 1 x 1, shifted by 0.5 0.5 0 of a step
self-consistency stop: 1e-11 eV per atom in the density residual
occupations: fixed
spin: none
net charge: 0
applied field: sawtooth along c, amplitude -0.015 V/angstrom in the program's sign convention, ramp centred at 0.9884 of c and 0.0232 of c wide, no dipole correction

Cell vectors (angstrom)
a, 10.88, 0, 0
b, 0, 10.88, 0
c, 0, 0, 43.1716

Atoms and the computed forces on them: element, x, y, z (angstrom), force x, y, z (eV/angstrom)
Si, -2.4317, -5.6688, 29.5175, -0.0129, 0.0112, -0.0095
Si, 0.2099, -2.9237, 29.5756, -0.0126, 0.0069, -0.0104
Si, -3.652, 0.5836, 29.6435, 0.0043, -0.018, -0.0057
Si, -3.5888, 5.3433, 14.2396, -0.0056, 0.0022, -0.0337
Si, -8.9017, -4.6633, 29.4855, 0.0083, -0.0135, -0.012
Si, -6.2643, -1.7425, 29.7703, 0.0053, -0.0153, 0.016
Si, 2.9441, -0.0536, 29.8576, -0.0104, 0.0227, -0.0067
Si, -5.2151, -8.4253, 29.6241, -0.0087, 0.0139, -0.0125
Si, -1.5606, -3.8746, 30.8022, 0.014, -0.0069, -0.0098
Si, 1.1336, -1.1514, 30.8418, 0.0078, -0.0086, -0.0098
Si, -1.7242, -9.2556, 30.6273, -0.0118, 0.0064, -0.0112
Si, 1.0028, -6.468, 30.7072, -0.0105, 0.0091, -0.0149
Si, -7.1266, -3.7155, 30.7341, -0.0128, 0.0087, -0.0109
Si, -4.5037, -0.9848, 31.1394, -0.0121, 0.0159, -0.0168
Si, 3.9398, 1.6542, 31.0381, 0.0144, -0.0074, -0.013
Si, -4.2467, -6.597, 30.7476, 0.0135, -0.0085, -0.0096
Si, -2.9838, -2.4722, 32.1279, 0.006, -0.0058, 0.0132
Si, -0.3056, 0.2898, 32.024, -0.0039, 0.0082, 0.0134
Si, -2.9666, -7.9358, 32.1981, -0.0002, -0.0005, -0.0057
Si, -0.2496, -5.1753, 32.2501, 0.0034, 0.0035, -0.0054
Si, 2.463, -2.4578, 32.2734, 0.0134, 0.0011, 0.0029
Si, 5.1482, 0.3529, 32.5411, 0.0004, -0.011, -0.004
Si, 2.4098, 3.0656, 32.0914, -0.0086, -0.0137, 0.0152
Si, -5.6913, -5.1529, 31.9992, 0.0072, 0.0045, 0.0125
Si, -4.3609, -3.8322, 33.4633, -0.008, -0.0037, 0.0261
Si, -1.6289, -1.0619, 33.4571, -0.012, -0.0052, 0.025
Si, -4.2981, 1.7109, 33.6929, 0.0149, 0.0173, 0.0103
Si, -1.6258, -6.5508, 33.5536, -0.0053, -0.0046, 0.0123
Si, 1.0938, -3.8012, 33.5949, -0.0217, -0.0142, 0.0133
Si, 3.7592, -1.0993, 33.6849, 0.0082, 0.0001, 0.0129
Si, 1.0595, 1.6487, 33.4362, -0.0016, -0.0035, 0.0308
Si, 3.8043, -6.4663, 33.4355, 0.018, 0.0057, 0.0313
Si, -3.0181, -5.1713, 34.867, 0.0289, -0.017, 0.1593
Si, -0.286, -2.4019, 34.8704, 0.0085, -0.0101, 0.1834
Si, -2.9464, 0.2642, 34.909, -0.001, 0.0017, 0.1943
Si, -0.2528, 2.9782, 34.8799, -0.0205, 0.0261, 0.178
Si, 2.4847, -5.1576, 34.8847, -0.0195, 0.0162, 0.1952
Si, -5.687, -2.4846, 34.903, 0.01, -0.0115, 0.1761
Si, 2.3699, 0.3118, 34.9046, 0.0053, 0.012, 0.1921
Si, 5.1329, -7.7997, 34.8924, -0.0006, -0.0232, 0.1838
Si, -1.6384, -3.789, 36.2017, -0.1128, -0.0185, 0.2225
Si, 1.0405, -1.0506, 36.2721, -0.053, 0.0279, 0.3024
Si, -1.6251, 1.6469, 36.2541, 0.1938, -0.127, 0.3822
Si, 1.1099, -6.5179, 36.2218, 0.0401, -0.1372, 0.2534
Si, -7.0506, -3.824, 36.2659, 0.0015, 0.0485, 0.3585
Si, -4.3195, -1.1078, 36.2332, -0.001, 0.0171, 0.3566
Si, 3.784, -9.2127, 36.2197, -0.0646, 0.0851, 0.2386
Si, -4.3849, -6.4861, 36.264, 0.0091, 0.0972, 0.3512
Si, -1.3324, 1.3318, 6.9377, 0.0295, -0.0229, -0.3078
Si, 1.3204, 4.0955, 6.9673, -0.0951, 0.1443, -0.4886
Si, -1.3728, 6.8111, 6.9268, -0.0034, 0.0899, -0.222
Si, 1.3615, -1.3586, 6.9027, -0.0472, 0.0048, -0.1552
Si, 4.0779, 1.3434, 6.9027, 0.0714, -0.0924, -0.3977
Si, -4.0587, 4.0765, 6.8731, 0.0731, -0.084, -0.3462
Si, 4.0892, -4.0621, 6.9352, -0.0739, 0.0357, -0.3724
Si, -4.0773, -1.3701, 6.9946, 0.0559, -0.0908, -0.3238
Si, -2.6541, -0.0469, 8.3008, 0.0214, -0.031, -0.1795
Si, -0.0253, 2.7193, 8.312, -0.0133, -0.0132, -0.176
Si, -2.7216, 5.4311, 8.2761, -0.0007, 0.0154, -0.206
Si, -0.021, -2.6895, 8.2844, -0.0087, 0.0034, -0.1689
Si, 2.7172, -0.0071, 8.2843, -0.0033, -0.0152, -0.1925
Si, 5.4835, 2.6875, 8.2067, 0.0229, -0.0267, -0.1913
Si, 2.672, 5.504, 8.2503, -0.0386, 0.0377, -0.1807
Si, 5.44, -2.7388, 8.3419, 0.0025, 0.0185, -0.1589
Si, -1.3354, -1.3774, 9.7512, 0.0143, -0.0018, -0.0256
Si, 1.3528, 1.364, 9.6396, -0.0056, -0.0013, -0.0289
Si, -1.3932, 4.0747, 9.6692, 0.0182, 0.0078, -0.0289
Si, 1.3165, -4.0205, 9.6581, 0.0002, -0.0066, -0.0179
Si, 2.6609, -2.6711, 11.0701, 0.0045, -0.0054, -0.0123
Si, -4.0031, 1.3259, 9.5771, -0.0313, -0.0017, -0.0263
Si, 4.0633, 4.0826, 9.427, 0.0007, -0.0101, -0.007
Si, -4.062, 6.7659, 9.6773, -0.0024, 0.0035, -0.03
Si, 0.0104, 0.0865, 11.0774, -0.0012, 0.0042, -0.0032
Si, 2.7971, 2.7595, 10.8588, 0.0071, 0.0251, -0.0053
Si, 0.02, 5.4124, 10.9979, 0.005, -0.0029, -0.0085
Si, 4.0629, -1.3654, 9.677, -0.0104, -0.0026, -0.022
Si, -5.3558, -0.0234, 10.9378, 0.0088, -0.0018, -0.0023
Si, -2.7645, 2.7163, 11.0249, 0.0002, -0.0142, -0.0116
Si, 5.347, 5.3607, 10.8653, -0.0238, -0.0053, -0.0044
Si, -2.7078, -2.7979, 11.1017, -0.0075, 0.0083, -0.007
Si, -1.3117, 1.5326, 12.4566, 0.0056, -0.003, 0.0182
Si, -1.3774, -4.2748, 12.4572, 0.0066, 0.0035, -0.01
Si, 2.8661, -3.2848, 18.0378, 0.0077, 0.0033, -0.0426
Si, 0.4691, 2.7317, 13.6999, 0.0063, 0.0041, -0.0301
Si, 4.1409, -1.2917, 15.9417, 0.0034, -0.0102, -0.0423
Si, -4.6858, 3.5556, 12.1189, -0.0133, 0.0005, -0.0017
Si, 3.8416, -4.3378, 12.2356, 0.0222, 0.0105, 0.01
Si, -4.137, -1.4388, 12.3942, 0.0001, 0.0027, 0.0246
Si, -4.4832, 4.5105, 16.8639, 0.0025, -0.0024, -0.0393
Si, 3.5692, 4.6376, 17.1149, -0.0016, 0.0011, -0.0364
Si, 3.5398, 2.5299, 19.3771, -0.0056, 0.0043, -0.0367
Si, -6.3402, 1.7628, 12.0751, 0.0061, 0.006, 0.0029
Si, 2.6143, 0.3953, 13.9251, 0.0005, 0.0103, -0.0231
Si, -4.013, 0.9688, 23.7516, -0.0034, -0.0018, -0.042
Si, -3.802, -2.4569, 20.3653, 0.0016, -0.0128, -0.0466
Si, -2.5606, -0.1123, 13.6819, -0.0033, -0.0101, -0.0296
Si, -2.4598, -2.1799, 17.7415, 0.0008, -0.0151, -0.039
Si, -4.9104, -1.4754, 27.916, 0.0026, -0.0082, -0.0358
Si, 0.8171, 3.447, 16.5273, -0.0064, -0.0027, -0.0467
Si, -2.5264, -1.7479, 23.1283, -0.0092, -0.0012, -0.0372
Si, -2.6666, -7.4875, 25.2177, -0.0108, -0.0002, -0.038
Si, 0.5312, -1.8462, 17.1465, -0.0007, 0.0011, -0.0402
Si, 2.0162, 0.598, 26.9915, 0.0028, -0.003, -0.0376
Si, 3.3051, -6.8978, 24.594, 0.0064, -0.0077, -0.0435
Si, -6.3419, -0.1394, 25.3917, 0.0051, 0.0104, -0.0442
Si, 2.9339, -1.1932, 23.1417, 0.0122, -0.0079, -0.0351
Si, 1.4948, -1.1215, 12.4755, -0.0055, -0.013, 0.01
Si, 0.1577, -0.9841, 24.1217, 0.0001, 0.0088, -0.0328
Si, -0.7489, -7.4586, 29.3934, 0.0071, -0.008, 0.0078
Si, -0.9648, 3.8189, 18.7916, -0.0006, 0.0033, -0.0361
Si, 1.6559, 4.2691, 12.2572, -0.0103, -0.0167, 0.0082
Si, -0.0981, -7.779, 27.0933, 0.0016, -0.0023, -0.0333
Si, -5.4982, -3.0933, 13.604, -0.0016, -0.0067, -0.0257
Si, -3.2864, -4.6606, 24.2207, -0.0037, 0.0009, -0.0417
Si, -5.637, -5.7201, 22.3457, 0.0005, -0.0009, -0.0421
Si, 1.643, -5.1554, 26.5221, 0.0043, 0.0003, -0.0372
Si, -4.7703, -8.4687, 21.0207, 0.0023, 0.002, -0.0462
Si, -3.0672, -4.7929, 18.8326, 0.0045, -0.0018, -0.0378
Si, -3.9365, -0.1684, 16.3561, 0.0281, 0.0019, -0.0467
Si, 1.6344, 1.4774, 23.3791, -0.0064, 0.0128, -0.0425
Si, 0.8755, 2.3689, 20.6086, -0.0029, 0.0101, -0.0465
Si, -3.2779, 2.0928, 18.3155, -0.005, -0.0041, -0.0406
Si, -6.7271, -3.1009, 20.8872, -0.0017, -0.0031, -0.0458
Si, 0.4842, -2.1995, 26.6887, 0.0034, 0.0053, -0.0368
Si, -4.0901, -4.4716, 27.2375, -0.0048, -0.0066, -0.0329
Si, 1.4763, 0.9232, 18.1826, 0.0018, -0.0018, -0.0411
Si, -0.0202, -2.0066, 14.0569, -0.0041, 0.0019, -0.0332
Si, -5.3902, -7.0436, 26.8583, -0.0017, 0.0078, -0.0332
O, 3.6625, -2.1149, 17.243, -0.0046, -0.0112, 0.0246
O, 0.9284, -9.0574, 26.8431, -0.0059, 0.0044, 0.0142
O, 3.9011, 3.8132, 18.4715, 0.0021, -0.0105, 0.024
O, -2.035, 4.9322, 19.1905, -0.0017, 0.0012, 0.0131
O, -4.3994, -4.1416, 14.2035, 0.0098, -0.008, 0.0072
O, -0.3168, -2.4454, 28.0701, 0.0051, -0.0084, 0.0279
O, -5.675, -8.0614, 28.0783, -0.0013, -0.0104, 0.028
O, -3.7567, -0.3261, 28.2322, 0.0002, 0.0106, 0.0208
O, -3.1097, -1.8349, 21.6483, 0.0101, 0.0033, 0.0352
O, -3.9321, -7.3182, 26.2125, -0.0092, -0.0043, 0.0168
O, -2.8184, -5.1315, 27.9988, 0.0105, -0.003, 0.0225
O, 4.7435, 1.9887, 20.2788, 0.0057, 0.001, 0.0222
O, -6.366, -4.5825, 21.4479, 0.0015, -0.0074, 0.0214
O, 1.4442, 1.4954, 14.1843, 0.003, -0.0035, 0.0131
O, -5.3132, 0.9224, 24.7273, -0.0092, -0.0009, 0.0181
O, 3.2343, 0.6898, 25.9152, -0.0091, 0.0008, 0.0172
O, 3.0343, 1.3096, 18.4348, 0.0013, 0.009, 0.0184
O, -1.3703, -1.11, 14.1924, 0.0066, -0.0074, 0.0088
O, -6.7579, -6.3993, 23.2965, -0.0102, -0.0093, 0.0221
O, -2.9967, -8.7381, 24.2336, 0.0048, 0.0144, 0.0203
O, 4.9177, 4.5877, 16.2148, -0.0039, 0.0021, 0.0128
O, -3.3479, 4.9504, 15.7913, -0.0077, -0.0087, 0.0304
O, -0.4435, -1.6409, 25.4841, 0.0011, -0.0013, 0.0236
O, 1.1084, -3.6396, 26.247, -0.0021, -0.0005, 0.0109
O, -4.9224, -6.9152, 21.4972, -0.006, 0.0105, 0.0175
O, 1.2678, -3.0915, 17.8602, 0.0101, -0.0037, 0.0178
O, 2.7452, 5.4137, 12.8239, -0.0066, 0.0032, 0.004
O, -0.458, -3.4884, 13.5575, 0.0081, 0.0093, 0.0054
O, -4.2264, 3.0224, 17.4024, 0.0018, -0.0039, 0.0213
O, 5.3409, -0.2775, 16.3117, 0.0259, 0.0029, 0.0136
O, 2.9542, -0.3911, 15.3057, 0.0075, -0.0022, 0.0197
O, 2.3243, 4.0006, 16.3094, 0.0063, -0.0001, 0.0133
O, -5.3539, -5.4988, 27.4191, -0.0045, 0.0034, 0.0139
O, -1.7344, 2.5364, 18.1721, 0.004, 0.0001, 0.0156
O, -3.3356, 0.495, 15.0003, -0.0145, 0, 0.0306
O, -4.4738, 1.3969, 22.2498, 0.0074, -0.0062, 0.0305
O, -0.2285, 3.4531, 20.1762, 0.0112, -0.0023, 0.0206
O, 0.0289, 3.455, 15.1114, 0.0054, 0.0074, 0.0364
O, 4.621, -2.3728, 14.8424, -0.0102, 0.0139, 0.0307
O, 3.9824, 1.191, 13.5271, -0.0113, -0.0114, 0.0145
O, -2.5616, -3.2673, 23.7506, 0.0058, -0.0066, 0.0237
O, 0.524, -6.3155, 26.716, 0, -0.0047, 0.0167
O, 0.0634, 4.3463, 17.6509, -0.0093, 0.0061, 0.018
O, 2.3477, 2.9951, 20.3686, -0.0066, 0.0034, 0.0167
O, -2.2498, -5.3525, 13.3468, -0.0133, -0.0118, 0.0016
O, 3.2661, -4.7116, 17.4413, -0.0028, 0.0025, 0.0128
O, 2.4487, -5.0655, 27.9377, 0.0036, 0.0012, 0.0315
O, -4.5007, -4.9662, 23.2076, 0.012, 0.0036, 0.018
O, 2.6332, 0.7574, 28.4624, 0.0071, -0.009, 0.0292
O, -3.4483, -4.0341, 20.2038, -0.0076, 0.0101, 0.0222
O, -6.809, -1.2325, 24.2882, 0.0097, 0.0092, 0.0261
O, -4.2788, -2.9686, 27.7858, -0.0048, 0.0076, 0.0168
O, 3.387, -2.1587, 21.9503, -0.0075, 0.0104, 0.0248
O, -3.4653, 0.633, 17.6744, 0.0027, 0.0063, 0.0177
O, 1.5149, -1.7585, 23.6922, -0.003, -0.0012, 0.0102
O, 2.3357, -8.1414, 24.1419, 0.0053, 0.0058, 0.0219
O, 0.7297, 1.0731, 19.6286, -0.0048, 0.0066, 0.0257
O, -3.8595, -4.3071, 25.6691, -0.0041, 0.0006, 0.033
O, -6.5342, -7.3202, 25.758, 0.0073, 0.0001, 0.0248
O, -4.4173, 4.0845, 13.6523, 0.0146, 0.0047, 0.011
O, -3.2065, -1.6862, 19.0868, -0.0064, -0.0099, 0.0255
O, 2.4914, -5.6374, 25.2287, -0.0075, 0.0083, 0.0208
O, 1.3468, -0.5436, 17.605, 0.0018, 0.0054, 0.017
O, -0.9677, -1.6087, 17.6623, -0.0041, -0.0045, 0.0097
O, -0.9957, -1.2243, 23.0283, 0.0072, -0.0003, 0.0168
O, -5.6369, -0.9954, 26.5546, 0.0143, -0.0143, 0.0322
O, 0.5866, -2.1115, 15.5547, 0.0029, -0.0006, 0.0381
O, -3.3605, -0.5302, 23.8404, -0.0049, 0.0039, 0.0152
O, -4.4075, -5.3747, 18.1456, 0.0052, 0.0083, 0.0182
O, 0.7178, -8.8447, 22.1682, 0.0034, -0.0046, 0.0298
O, 0.5996, 0.5874, 24.2965, -0.003, -0.0048, 0.0145
O, -2.4348, -6.0649, 24.4073, 0.0024, -0.0068, 0.0194
O, -2.3769, -3.7863, 17.7728, -0.005, -0.0132, 0.0249
O, 1.5151, -0.9573, 26.9123, 0.0054, -0.0012, 0.0181
O, -5.3941, -2.2991, 20.457, -0.009, 0.0014, 0.0192
O, -3.3253, -1.67, 16.4794, -0.0011, -0.0069, 0.0161
O, -3.6189, 2.221, 19.8958, -0.008, 0.0053, 0.031
O, 0.8662, 1.9414, 17.0976, 0.0052, -0.008, 0.0197
O, 2.7101, 0.3953, 22.7729, 0.0007, -0.0025, 0.0182
O, 3.2039, -3.2475, 19.6047, 0.0117, -0.0019, 0.0355
O, -1.3683, -7.9221, 26.0834, 0.011, -0.0001, 0.0206
H, -0.8161, -4.6103, 37.1342, -0.2476, 0.267, -0.2919
H, -2.4608, -2.9678, 37.1342, 0.3447, -0.3971, -0.2353
H, 1.8632, -1.8716, 37.2046, -0.1722, 0.2139, -0.3068
H, 0.2179, -0.2296, 37.2046, 0.3034, -0.4376, -0.2222
H, -2.4505, 2.4651, 37.1865, 0.2272, -0.2334, -0.3219
H, -0.814, 0.8145, 37.1865, -0.3133, 0.4484, -0.1928
H, 0.2829, -5.7014, 37.1542, 0.2667, -0.2437, -0.2867
H, 1.9337, -7.3377, 37.1542, -0.3746, 0.3554, -0.2186
H, -7.8761, -3.006, 37.1983, 0.2169, -0.1713, -0.2988
H, -6.2292, -4.6462, 37.1983, -0.4439, 0.3739, -0.2253
H, -3.4983, -1.9302, 37.1656, -0.3716, 0.3838, -0.2107
H, -5.1364, -0.2811, 37.1656, 0.1875, -0.2254, -0.2748
H, 2.9705, -8.3826, 37.1521, 0.3677, -0.3768, -0.203
H, 4.6111, -10.0291, 37.1521, -0.2015, 0.1949, -0.3105
H, -5.2082, -5.6658, 37.1964, 0.493, -0.3197, -0.2183
H, -3.5629, -7.3077, 37.1964, -0.2762, 0.1902, -0.2977
H, -0.5101, 0.5105, 6.0053, -0.2846, 0.4254, 0.2543
H, -2.1536, 2.1541, 6.0053, 0.1988, -0.3334, 0.3055
H, 0.5094, 4.9279, 6.0349, 0.2486, -0.4451, 0.2025
H, 2.143, 3.2745, 6.0349, -0.2237, 0.2589, 0.3012
H, -2.1948, 7.6327, 5.9943, 0.292, -0.3395, 0.2402
H, -0.5474, 5.9929, 5.9943, -0.2769, 0.337, 0.2784
H, 0.5391, -0.5373, 5.9702, 0.3646, -0.3209, 0.2575
H, 2.1885, -2.1751, 5.9702, -0.3257, 0.2502, 0.3009
H, 3.2553, 2.1644, 5.9702, 0.2455, -0.2469, 0.2829
H, 4.9035, 0.5254, 5.9702, -0.4013, 0.237, 0.201
H, -3.2419, 3.2498, 5.9406, -0.2102, 0.3635, 0.241
H, -4.8858, 4.893, 5.9406, 0.2911, -0.2686, 0.2818
H, 4.9026, -4.8921, 6.0027, -0.2922, 0.2612, 0.3052
H, 3.2654, -3.2423, 6.0027, 0.4343, -0.2062, 0.2352
H, -3.254, -2.1904, 6.0622, -0.3986, 0.2662, 0.2384
H, -4.8987, -0.5479, 6.0622, 0.3168, -0.2556, 0.3191

Results
free energy: -128575.291 eV
free energy less fixed offsets of H -15.71, O -570.45, Si -639.56 eV per atom: -2.441 eV

The program warned: the cutoff lies below the one the program advises for these potential files; the forces do not sum to zero within the program's tolerance; empty levels may hold ghost states of the PAW files; the exchange-correlation potential is rough where the density is thin.
